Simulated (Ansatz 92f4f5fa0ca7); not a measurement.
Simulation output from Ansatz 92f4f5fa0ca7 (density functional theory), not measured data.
Periodic cell of 228 atoms, Si140O88, from a study of silicon, its oxide and their interface. The atomic structure is a simulated model.

Settings
functional: r2SCAN
potential files: Ansatz PAW
basis: plane waves
wave-function cutoff: 800 eV
density cutoff ratio: 5
exchange-correlation grid ratio: 1
k mesh: 1 x 1 x 1, shifted by 0.5 0.5 0 of a step
self-consistency stop: 1e-10 eV per atom in the density residual
occupations: fixed
spin: none
net charge: 0

Cell vectors (angstrom)
a  10.887  0  0
b  0  10.887  0
c  0  0  33.3267

Atoms: element, x, y, z (angstrom)
Si  -0.2562  0.3197  0.0651
Si  1.3509  1.5318  1.252
Si  3.5496  8.9429  1.6224
Si  11.6566  9.8647  -2.5232
Si  4.1763  -4.4868  -8.4467
Si  9.93  7.2981  -2.2225
Si  5.2328  5.9369  -0.1551
Si  9.5676  9.6524  1.4838
Si  4.0963  4.2688  1.1754
Si  2.4825  3.1427  -0.1363
Si  1.8414  7.3045  1.6794
Si  4.3772  8.2253  -0.4192
Si  6.5987  1.1819  1.2823
Si  10.8918  2.7984  2.705
Si  8.0524  5.3942  2.7458
Si  6.8172  6.8021  1.3762
Si  -1.2861  4.3025  1.3866
Si  2.6172  0.016  2.5983
Si  0.0027  8.2333  2.7931
Si  2.7991  5.4624  2.7781
Si  5.3122  2.7141  2.5664
Si  8.1075  0.0544  2.7589
Si  5.4235  8.1001  2.8087
Si  8.127  8.3696  0.2307
Si  1.3718  4.1165  4.0876
Si  3.9973  1.3636  3.989
Si  1.3134  9.6209  4.1332
Si  4.144  6.7395  4.2102
Si  6.7097  3.9996  4.0421
Si  9.5164  1.4146  4.0739
Si  6.7744  9.5332  4.0984
Si  9.4801  6.8042  4.0515
Si  -0.0381  0.0547  5.5006
Si  2.7004  2.713  5.4454
Si  -0.0113  5.4782  5.4118
Si  2.7153  8.189  5.4168
Si  5.401  0.0402  5.3838
Si  8.1357  2.7344  5.4179
Si  5.4713  5.3645  5.5283
Si  8.1577  8.168  5.4577
Si  1.3543  1.3802  6.8493
Si  4.077  4.0334  6.8607
Si  1.3546  6.8265  6.7766
Si  4.0776  9.5465  6.7575
Si  6.7859  1.3609  6.767
Si  9.517  4.1014  6.7494
Si  6.8327  6.7794  6.8388
Si  9.5141  9.5275  6.8423
Si  -0.0293  2.7679  8.148
Si  2.7507  -0.0186  8.1627
Si  0.0246  8.151  8.1836
Si  2.7026  5.4613  8.1575
Si  5.4698  2.677  8.2008
Si  8.128  0.0175  8.1642
Si  5.425  8.1837  8.1243
Si  8.2178  5.4218  8.1777
Si  1.3405  4.1003  9.5174
Si  4.121  1.2961  9.5527
Si  1.4215  9.4954  9.531
Si  4.0777  6.8365  9.5046
Si  6.8655  4.049  9.5283
Si  9.5037  1.4026  9.5004
Si  6.7712  9.5241  9.5085
Si  9.5828  6.7546  9.5484
Si  0.0302  0.0269  10.7591
Si  2.7229  2.7017  10.7941
Si  0.0458  5.4178  10.989
Si  2.7652  8.1554  10.982
Si  5.4638  -0.0527  10.9848
Si  8.1983  2.7182  10.9806
Si  5.4859  5.4627  10.7767
Si  8.1568  8.1365  10.7835
Si  1.3788  1.3368  12.1512
Si  4.1199  4.0852  12.0484
Si  1.4233  6.7764  12.366
Si  4.13  9.4766  12.4271
Si  6.8432  1.3193  12.3355
Si  9.5823  4.0568  12.3959
Si  6.8315  6.7828  12.1686
Si  9.5527  9.5252  12.0173
Si  0.1109  2.6175  13.6782
Si  2.6827  0.0407  13.6427
Si  -0.0544  8.2495  13.4908
Si  4.672  6.1734  14.9423
Si  5.3999  2.7778  13.4998
Si  7.3841  -1.8417  14.8523
Si  5.5621  8.0329  13.7221
Si  9.1143  7.3405  14.829
Si  3.9415  2.4698  22.5655
Si  6.4096  4.4639  14.7864
Si  0.9036  9.9268  14.8369
Si  1.9137  3.592  14.8454
Si  3.6315  1.8832  14.7784
Si  10.0706  0.7672  14.8511
Si  4.2374  5.9953  17.2744
Si  8.1679  5.5048  13.6366
Si  -0.5721  -3.7758  16.8322
Si  2.886  5.3376  13.5969
Si  -1.7687  -4.3157  19.6171
Si  9.7867  11.1052  17.1398
Si  15.335  -9.5685  16.8564
Si  6.8305  7.7285  23.9217
Si  6.1433  3.7264  17.7096
Si  8.3054  10.7758  13.5455
Si  -10.4294  -1.5876  17.099
Si  17.8765  -2.7237  21.0117
Si  8.2443  3.6942  20.0057
Si  2.2807  26.6408  23.0624
Si  13.7947  10.6433  27.3453
Si  17.1684  9.5512  32.7988
Si  -9.3375  3.3586  24.8454
Si  1.4692  4.6298  16.8931
Si  31.1266  -4.7071  24.2138
Si  8.415  -3.229  28.4536
Si  0.2398  -1.0583  22.4627
Si  7.9165  10.2246  22.7848
Si  17.7646  10.0759  16.894
Si  -5.8497  -2.3953  18.8314
Si  17.8473  2.3488  22.5653
Si  0.1353  -4.0784  21.7932
Si  13.6388  10.5414  18.8658
Si  -11.1312  6.9345  26.8139
Si  8.4891  2.4667  32.5447
Si  3.0284  16.7745  29.6389
Si  23.1953  0.3977  24.84
Si  4.2691  3.4615  25.5944
Si  6.2767  -2.3022  30.0847
Si  11.4908  27.4628  32.9909
Si  -0.6082  12.816  26.2608
Si  2.2088  18.3847  27.1121
Si  0.1207  13.4655  18.9643
Si  14.3253  -2.3207  30.8
Si  5.879  16.407  30.8356
Si  12.8409  11.759  20.7121
Si  8.3721  15.9474  27.5855
Si  0.4944  -9.7207  28.8749
Si  13.3086  13.9309  30.1872
Si  26.529  12.8972  28.2598
Si  -2.6672  -7.3264  25.0004
Si  -3.8268  14.3972  29.9087
O  0.5476  -4.9437  -16.7111
O  7.706  4.351  -7.0256
O  11.5246  -0.4696  -1.0258
O  16.335  -8.5783  -11.3345
O  10.51  16.4909  0.9599
O  -12.1537  18.9771  -5.8937
O  15.6711  5.0027  -7.8536
O  -1.9638  29.5523  -1.0727
O  -0.6364  1.7727  -5.448
O  17.4876  -22.9186  -2.1399
O  13.2549  20.6507  -2.8185
O  6.0709  2.3864  -4.1461
O  -5.1788  11.1874  -16.646
O  13.9685  1.2713  -11.4861
O  -20.5602  -16.0959  22.1693
O  20.1794  -4.231  18.0185
O  12.5073  -1.353  18.2542
O  2.6678  -3.7308  30.5578
O  17.1795  -1.8967  17.9416
O  7.9329  2.753  31.0647
O  -5.9136  24.3863  17.6783
O  5.0154  2.7105  26.809
O  9.206  -18.0221  33.2149
O  7.2169  -7.5971  18.824
O  -2.0414  -8.7219  25.5564
O  18.07  9.7214  21.4229
O  14.244  -4.9082  23.5532
O  -0.4184  -9.6127  18.1737
O  2.1274  26.4021  30.0574
O  19.2041  7.852  20.1545
O  7.5547  0.8936  22.9373
O  4.2594  -8.2652  24.1836
O  18.2225  8.7998  28.8659
O  11.6224  3.6444  17.9307
O  -7.6866  -10.205  17.6781
O  7.2453  34.8665  33.5298
O  11.5134  -2.5542  21.9792
O  12.5399  1.8612  24.1459
O  16.7903  10.927  33.6409
O  9.5093  12.0955  32.5833
O  14.0182  3.8157  22.1441
O  -7.9318  2.6589  31.6886
O  -2.6716  -0.0979  17.519
O  6.8286  7.2909  22.3606
O  7.2804  -12.474  23.9803
O  24.489  0.0074  25.741
O  19.0441  -6.8176  28.8403
O  13.5842  -7.3418  25.989
O  1.2522  2.1917  20.0505
O  27.4343  7.861  20.1666
O  15.4557  -5.4368  29.8544
O  9.2712  15.4496  24.2591
O  -6.198  8.7283  29.7332
O  -9.1538  33.2774  28.0217
O  3.5159  13.5273  29.081
O  1.1277  -11.6614  23.7859
O  -0.0287  21.6984  29.7643
O  38.0482  -3.4559  24.5775
O  18.4422  -4.4409  27.8051
O  2.7463  28.1334  28.1343
O  12.4625  -3.9598  33.3921
O  -1.1423  -7.6581  19.6969
O  28.8274  14.1028  23.94
O  2.868  5.1585  17.5267
O  0.7315  21.7878  21.3612
O  24.3989  19.9234  27.5819
O  19.1344  -5.5857  20.0763
O  3.0808  18.0638  25.7824
O  -9.8644  -19.4782  29.8996
O  -21.9585  -4.906  31.6222
O  -3.0464  -7.8439  21.4123
O  16.3367  5.1655  17.9958
O  -11.8267  -16.2588  27.3761
O  9.5314  31.7763  22.7209
O  23.1249  15.1625  32.866
O  4.3076  -10.4451  27.9085
O  15.0334  -3.4647  18.023
O  11.122  3.2434  25.7968
O  6.4893  28.8265  30.6376
O  25.845  9.6959  19.2662
O  9.122  7.0047  29.7584
O  21.3969  -4.0993  25.1866
O  10.9498  22.3393  25.7103
O  -1.1806  17.4995  22.7085
O  -2.9481  17.7043  24.663
O  11.0113  8.4126  30.722
O  10.6063  17.4446  20.252
O  -4.0187  14.7281  16.256

Results
free energy: -139737.577 eV
free energy less fixed offsets of O -570.45, Si -639.56 eV per atom: 0.423 eV

Forces (eV/angstrom), in the order of the atoms: element, x, y, z
Si  0.0614  0.0304  0.2543
Si  0.0304  -0.0157  -0.0205
Si  -0.0848  -0.0843  0.1014
Si  0.0012  -0.0319  0.1321
Si  -0.0647  -0.0527  0.0048
Si  -0.054  0.037  0.1825
Si  0.025  -0.0154  0.0237
Si  0.0028  -0.0224  -0.0021
Si  -0.0678  -0.0201  -0.0337
Si  -0.0186  0.0441  0.2985
Si  0.0632  0.1111  -0.0686
Si  -0.157  0.0395  -0.0379
Si  0.0314  -0.0374  0.1452
Si  -0.0021  -0.0476  0.0119
Si  0.0576  0.0152  0.036
Si  0.0864  0.0195  -0.025
Si  0.0771  0.1123  0.1156
Si  -0.0125  -0.0206  0.0781
Si  -0.0078  0.0512  0.0704
Si  -0.0209  0.0342  0.0108
Si  0.0072  -0.0358  0.0203
Si  0.0198  -0.0321  -0.0039
Si  -0.0503  0.0317  0.0456
Si  -0.0003  0.0971  0.1022
Si  -0.0507  0.0335  0.0044
Si  0.0009  0.0318  -0.0378
Si  0.0495  -0.0877  -0.0581
Si  0.004  -0.042  -0.0154
Si  0.0245  -0.0555  -0.0098
Si  -0.0151  -0.0249  -0.0096
Si  0.0076  0.0637  0.0144
Si  0.0257  -0.0269  -0.0271
Si  -0.0232  -0.0051  -0.0238
Si  -0.0231  -0.0157  -0.0135
Si  0.0047  0.0193  -0.0028
Si  0.0231  0.0611  0.0227
Si  -0.0045  -0.0245  0.021
Si  0.0038  0.022  -0.0057
Si  -0.0461  -0.0117  0.0103
Si  -0.0383  -0.0191  -0.0293
Si  0.0157  -0.002  -0.0177
Si  -0.0174  0.0174  -0.0001
Si  0.0133  -0.0199  0.0153
Si  0.0304  -0.0222  -0.0086
Si  -0.0059  -0.0354  0.0286
Si  0.0209  0.0155  0.0152
Si  -0.0136  0.0293  -0.0156
Si  0.0279  0.0003  -0.0082
Si  0.0009  -0.0156  -0.0166
Si  -0.0398  -0.0063  0.0004
Si  0.0086  0.033  0.0125
Si  0.0204  0.0016  0.0069
Si  -0.014  0.0058  -0.0038
Si  -0.0041  -0.0171  -0.01
Si  -0.0051  -0.0114  -0.0071
Si  0.0008  0.0042  -0.0087
Si  -0.0158  0.0182  0.0077
Si  0.0285  -0.0168  0.0117
Si  0.0054  -0.0054  0.0063
Si  -0.0143  0.0152  0.0042
Si  -0.0069  -0.0034  0.0151
Si  0.0132  0.007  0.0039
Si  -0.0006  -0.0076  0.0109
Si  -0.001  -0.0098  0.0189
Si  -0.0139  -0.04  -0.0164
Si  0.0429  0.01  -0.0033
Si  0.0115  0.0259  -0.0235
Si  -0.0423  0.0107  -0.0439
Si  -0.02  -0.0111  -0.0128
Si  -0.0217  0.0052  -0.0463
Si  -0.0176  -0.0266  -0.0335
Si  0.0362  -0.006  -0.0036
Si  -0.0291  -0.0354  0.0617
Si  -0.0254  0.0225  0.033
Si  -0.0295  -0.0091  -0.0189
Si  0.0147  0.0121  0.01
Si  0.0167  -0.0202  -0.0486
Si  0.0227  -0.0167  -0.0023
Si  -0.0167  0.0179  0.0007
Si  0.0119  0.0152  0.0727
Si  -0.0322  -0.0303  -0.0086
Si  -0.0146  0.0376  -0.0092
Si  0.0207  -0.0276  0.016
Si  0.0233  -0.0671  -0.1117
Si  -0.0109  -0.03  0.006
Si  -0.051  -0.0083  -0.1338
Si  0.0361  0.0144  0.0659
Si  -0.0644  0.0028  -0.146
Si  -0.021  0.0087  0.0263
Si  -0.0772  0.0314  -0.1203
Si  -0.0411  0.199  -0.1749
Si  0.0154  -0.025  -0.114
Si  -0.034  0.0462  -0.1459
Si  0.0834  -0.0132  -0.19
Si  0.0003  -0.0966  -0.1235
Si  0.0481  0.0731  0.054
Si  0.1509  0.1437  -0.1083
Si  -0.0066  0.0054  0.0036
Si  0.0313  0.0134  -0.166
Si  0.0108  0.0034  -0.0609
Si  0.0348  -0.039  -0.1084
Si  0.005  -0.0057  -0.0582
Si  -0.013  0.0146  -0.183
Si  -0.0073  0.0171  0.0165
Si  -0.0718  -0.0742  -0.0182
Si  0.0094  0.0138  -0.1264
Si  0.0247  -0.0207  -0.1813
Si  0.0466  0.0178  -0.0483
Si  -0.0151  0.0278  0.0586
Si  0.0365  0.0279  0.2756
Si  -0.1146  -0.1068  0.0829
Si  0.0242  0.0303  -0.227
Si  0.0313  0.0064  -0.0271
Si  -0.0128  0.0647  0.1493
Si  0.0341  0.0536  -0.0805
Si  0.0003  -0.025  -0.0634
Si  0.0077  0.0235  -0.1074
Si  0.0086  0.0513  -0.1301
Si  -0.0304  0.0248  -0.0886
Si  0.0118  -0.0096  -0.1117
Si  0.008  0.012  0.006
Si  -0.0124  0.0254  0.0409
Si  0.0355  0.0165  0.1671
Si  -0.0186  0.1116  0.1198
Si  0.0399  0.0619  -0.0139
Si  -0.068  0.0018  -0.0087
Si  -0.1401  -0.0127  0.0979
Si  0.0404  0.0415  0.0771
Si  0.0651  0.0109  0.0412
Si  0.0952  0.0132  0.0053
Si  -0.0108  -0.0027  -0.113
Si  0.0263  -0.0329  0.1153
Si  -0.0464  0.108  0.1271
Si  0.0217  -0.0155  -0.1083
Si  -0.0072  0.0308  0.0344
Si  0.0445  -0.0333  0.0598
Si  0.0266  0.0085  0.1292
Si  -0.0612  0.0181  0.0224
Si  0.0068  0.0015  0.0382
Si  0.0273  -0.0373  0.102
O  0.0016  -0.1098  0.0439
O  -0.0144  -0.0016  -0.0174
O  0.0319  -0.0367  -0.1308
O  0.0244  0.006  -0.0006
O  -0.052  -0.0232  0.0209
O  0.0167  -0.0013  -0.0578
O  0.0786  0.0111  0.0323
O  0.0483  -0.0619  -0.1324
O  -0.0487  0.0247  -0.0282
O  0.0942  0.0267  -0.1219
O  0.0125  -0.0104  -0.0602
O  0.013  -0.0254  -0.054
O  -0.0179  -0.0042  0.0278
O  0.0554  0.035  0.1151
O  0.0245  -0.017  0.026
O  -0.1108  -0.1191  0.1559
O  -0.0471  -0.0061  0.0361
O  -0.039  -0.0708  -0.0376
O  -0.0441  -0.0263  0.1167
O  -0.0252  0.0198  -0.1164
O  0.0403  0.0601  0.0984
O  0.0345  0.0044  -0.0189
O  -0.0199  -0.0378  -0.0827
O  0.0317  -0.0111  0.091
O  -0.0268  -0.0094  -0.0336
O  0.0087  0.0293  0.058
O  -0.041  0.0089  -0.0223
O  0.0368  -0.0445  0.0881
O  -0.0361  -0.034  -0.0318
O  -0.0004  0.0039  0.0452
O  0.0243  -0.0324  0.0269
O  0.036  -0.0602  -0.0053
O  0.0468  -0.0035  -0.0553
O  -0.0505  -0.004  0.132
O  0.0215  -0.0466  0.077
O  0.0025  0.036  -0.0344
O  0.0089  0.027  0.0216
O  -0.019  -0.0148  -0.0604
O  -0.0103  -0.0936  -0.0339
O  -0.0861  0.0387  -0.0833
O  -0.0143  0.0451  0.0178
O  0.009  -0.0071  -0.1795
O  -0.0354  0.0293  0.0256
O  -0.0073  -0.0281  0.048
O  -0.0012  0.0188  0.0418
O  -0.0001  0.011  -0.0329
O  0.0045  -0.0384  -0.0078
O  -0.0021  0.0638  -0.0138
O  0.0338  -0.0007  0.0926
O  0.0044  -0.0396  0.0793
O  0.0565  -0.0514  -0.0767
O  0.0065  -0.043  -0.0187
O  0.0162  -0.0039  -0.0509
O  0.0054  0.0136  -0.019
O  0.0539  -0.022  -0.0423
O  0.0028  -0.0193  0.0311
O  -0.0379  0.0119  -0.0402
O  -0.0037  0.02  0.0111
O  -0.0008  -0.0481  -0.0487
O  -0.0421  0.0075  -0.0847
O  -0.0361  -0.0477  0.0381
O  -0.0294  0.0191  0.069
O  0.0035  0.0217  0.0245
O  0.0876  0.0738  0.0758
O  -0.067  -0.0504  0.0983
O  -0.0249  -0.0951  -0.0549
O  -0.0302  -0.0132  0.0799
O  -0.021  0.0135  0.0126
O  -0.0234  0.0073  -0.0238
O  -0.0203  -0.0169  -0.1119
O  -0.0195  -0.0256  0.101
O  0.0495  -0.0019  0.0712
O  0.0244  -0.0021  -0.0207
O  -0.019  -0.012  0.0353
O  -0.0502  0.0331  -0.062
O  0.0163  -0.0223  -0.0217
O  -0.0241  0.0233  0.0436
O  0.017  0.0179  0.006
O  0.0573  -0.0595  -0.0969
O  0.0103  0.0247  0.0427
O  -0.0615  -0.0665  -0.0687
O  0.0425  -0.0043  0.0348
O  -0.0135  -0.0166  -0.0131
O  -0.0473  0.0044  0.0327
O  0.0294  0.0007  0.0328
O  0.0253  0.0182  -0.0467
O  0.0326  0.0127  0.082
O  0.0077  -0.0175  0.1404

The program warned: the cutoff lies below the one the program advises for these potential files; the forces do not sum to zero within the program's tolerance; empty levels may hold ghost states of the PAW files; the exchange-correlation potential is rough where the density is thin.
